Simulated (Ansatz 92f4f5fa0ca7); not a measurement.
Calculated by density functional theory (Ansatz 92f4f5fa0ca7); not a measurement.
Periodic cell of 258 atoms, Si144O114, from a study of silicon, its oxide and their interface. The atomic structure is a simulated model.
This geometry differs little from another in the collection (a relaxation step or a small displacement).

Settings: functional r2SCAN; potential files Ansatz PAW; basis plane waves; wave-function cutoff 800 eV; density cutoff ratio 5; exchange-correlation grid ratio 1; k mesh 1 x 1 x 1, shifted by 0.5 0.5 0 of a step; self-consistency stop 1e-10 eV per atom in the density residual; occupations fixed; spin none; net charge 0.

Cell vectors (angstrom)
a	10.88	0	0
b	0	10.88	0
c	3.9149	-0.4319	35.8798

Atoms: element, x, y, z (angstrom)
Si	1.0539	1.6947	1.42
Si	3.7876	4.3764	1.6568
Si	1.6451	6.6067	1.5122
Si	2.7616	-2.7176	2.8534
Si	-3.8343	1.0244	1.4683
Si	-0.6984	3.4989	1.3528
Si	6.3801	7.1835	1.0651
Si	-1.6304	-1.1543	1.5923
Si	2.6356	2.7272	2.8368
Si	5.4649	5.5957	2.6887
Si	4.2476	-1.4501	1.5826
Si	5.5041	-0.0167	2.8907
Si	-2.6062	2.6996	2.5934
Si	0.0505	5.3363	2.6918
Si	8.0068	8.1014	2.6755
Si	0.0008	0.0641	2.7771
Si	1.3411	4.0917	4.2213
Si	4.1375	6.8361	4.1952
Si	1.3624	-1.3294	4.0982
Si	4.0749	1.37	4.1146
Si	6.8671	4.1239	3.9253
Si	9.471	6.7344	3.9608
Si	6.7997	9.4505	4.2072
Si	-1.3787	1.3787	4.1408
Si	-0.0376	2.7233	5.5313
Si	2.7507	5.4583	5.4877
Si	-0.035	8.1353	5.3437
Si	2.7177	0.009	5.4845
Si	5.4868	2.7759	5.3487
Si	8.1616	5.4208	5.4084
Si	5.4381	8.1669	5.5886
Si	8.1726	-0.0144	5.4708
Si	1.3556	1.359	6.8497
Si	4.125	4.0788	6.7705
Si	1.34	6.8285	6.761
Si	4.0579	9.544	6.8817
Si	6.7945	1.3897	6.7536
Si	9.484	4.0968	6.8488
Si	6.828	6.7648	6.8385
Si	-1.3252	9.5031	6.7658
Si	2.7581	2.7449	8.1379
Si	5.4341	5.4131	8.1763
Si	2.6659	8.1613	8.183
Si	5.4525	0.0622	8.1551
Si	8.1204	2.7098	8.1808
Si	0.0204	5.4648	8.1426
Si	-2.6671	8.1635	8.131
Si	-0.0098	-0.0321	8.1773
Si	1.3945	4.1029	9.4868
Si	4.0295	6.7613	9.5061
Si	1.3353	9.5184	9.5691
Si	4.0961	1.4122	9.5217
Si	6.7509	4.0483	9.5555
Si	-1.3034	6.8357	9.503
Si	6.8485	-1.33	9.4424
Si	9.5017	1.3431	9.5192
Si	0.0362	2.7238	10.8006
Si	2.6967	5.4134	10.9511
Si	0.0169	8.1427	10.9673
Si	2.7181	0.0589	10.826
Si	5.3848	2.7308	10.9881
Si	8.1837	5.4528	10.7546
Si	5.4422	8.1857	10.7025
Si	8.1516	-0.0127	10.906
Si	1.3789	1.4008	12.2205
Si	3.9802	4.0509	12.4103
Si	1.3719	6.7687	12.3606
Si	4.1201	-1.3286	12.0495
Si	6.7524	1.3098	12.2826
Si	-1.3356	4.1056	12.0799
Si	6.7958	6.8284	12.0156
Si	-1.3575	9.5235	12.2963
Si	2.5798	2.6777	13.8657
Si	5.4948	5.5142	13.4635
Si	2.8735	8.2198	13.4857
Si	5.3435	-0.0625	13.6061
Si	-2.6555	2.7115	13.4294
Si	-0.1013	5.3909	13.653
Si	8.0433	8.1616	13.5048
Si	0.0754	0.0024	13.5951
Si	0.6014	3.5553	14.9791
Si	4.7015	7.3301	14.6985
Si	1.8807	-0.9729	14.7728
Si	3.553	0.7742	14.9422
Si	-3.5894	4.5143	14.5387
Si	1.8179	-2.0095	16.8737
Si	6.3732	-1.7752	14.8605
Si	-0.9642	1.7637	14.7324
Si	-2.311	8.0797	23.037
Si	4.5375	2.9445	-7.9265
Si	-1.6795	1.2615	16.8902
Si	0.0265	4.5821	-3.7
Si	8.1647	5.1608	17.1589
Si	-2.0372	6.317	14.6563
Si	-2.4104	4.3808	22.1588
Si	-0.9871	-1.3774	18.0187
Si	5.8129	-0.4394	25.9245
Si	5.9501	0.192	-3.7692
Si	2.9498	0.9174	-3.1099
Si	-2.3611	3.1401	-8.2394
Si	-2.1226	0.6324	25.6994
Si	-0.8064	3.9937	17.6945
Si	2.5267	2.1396	23.0346
Si	-1.7401	0.1025	22.9047
Si	3.9696	6.7483	16.793
Si	0.917	0.406	-7.3784
Si	4.1072	-0.0505	17.8625
Si	4.187	1.9762	20.2803
Si	2.2559	3.8522	-3.1101
Si	5.3894	5.8097	25.0365
Si	6.5903	6.2607	-1.2545
Si	5.8721	7.8625	-3.8462
Si	5.6249	-2.4842	23.5398
Si	2.1993	0.2565	-0.1732
Si	1.124	-0.5493	22.5875
Si	0.294	-2.2708	-0.5009
Si	4.4752	3.9843	-1.1692
Si	3.368	-2.1219	21.6317
Si	5.7379	7.5003	-6.822
Si	5.1904	2.8815	24.5203
Si	0.7325	4.6058	22.5493
Si	2.7319	7.6085	-6.4957
Si	7.6116	6.2859	19.7854
Si	2.193	3.1567	-8.2124
Si	0.513	7.4909	-3.2397
Si	-2.5213	5.6879	24.8735
Si	-1.8504	-2.0285	-9.6212
Si	1.5862	-1.1508	-4.9041
Si	6.5807	1.8883	-1.4031
Si	3.0527	6.4252	-3.9427
Si	7.0353	-0.8375	16.9705
Si	6.4455	-0.9561	-8.4277
Si	0.9606	5.3644	19.7707
Si	3.7382	4.7771	18.8037
Si	0.0278	4.5967	-6.81
Si	4.9583	7.3197	19.487
Si	0.2378	7.1142	-8.2074
Si	6.2883	5.1995	-8.6042
Si	1.5788	7.4378	23.5022
Si	-0.8248	7.7602	20.2357
Si	-0.927	0.7996	-9.4431
Si	6.6378	1.3964	-6.5614
Si	6.8317	1.8291	22.0558
Si	-2.0126	3.9987	-1.4388
O	-0.8061	4.3116	22.1672
O	-1.0524	-1.9643	0.3101
O	4.113	5.1672	17.2531
O	3.963	0.9195	16.5516
O	-2.5668	-1.6728	17.6335
O	-1.3664	7.7981	21.7528
O	4.3523	7.3306	-3.7729
O	6.7118	0.6542	-2.4233
O	6.253	1.3916	0.0957
O	-1.4028	5.131	25.8754
O	-0.7881	-2.5478	-8.5136
O	-0.7165	0.1473	17.5889
O	1.5044	4.7462	21.1478
O	-0.0948	4.1471	-5.2636
O	3.4567	-0.4736	0.5454
O	5.6391	-0.6686	17.836
O	8.194	-0.0497	1.0081
O	1.7729	-0.525	-8.4185
O	5.6548	1.7445	20.9482
O	2.0118	6.9877	-2.8271
O	3.3256	4.8353	-3.8758
O	-1.9556	2.0595	-9.4175
O	7.6668	0.681	16.8289
O	2.8086	-1.8223	-5.7465
O	3.1149	2.0885	21.5051
O	2.7345	5.4806	1.0234
O	7.2479	5.3702	18.5018
O	6.9822	8.0614	22.7214
O	-0.3306	0.0151	22.0895
O	-0.1791	8.1601	-1.9624
O	6.7061	0.8553	-5.0429
O	-0.7589	-1.6299	19.6157
O	6.4829	7.4231	19.9938
O	-1.8916	6.9745	19.3297
O	8.0373	4.6401	23.6873
O	0.2526	-2.2106	17.3475
O	6.3742	7.4021	-5.3272
O	7.6345	4.3418	-8.8897
O	7.8301	3.0164	21.6407
O	-0.3804	6.1469	-7.0664
O	3.9166	0.7454	19.2629
O	4.8738	7.5539	17.8943
O	4.0884	3.3002	19.3335
O	6.9245	5.9575	25.5804
O	5.3883	2.8678	-1.9113
O	5.2453	4.3767	-7.6799
O	7.8666	5.5132	21.1748
O	2.8687	-1.1226	17.7898
O	6.6241	6.5455	-7.7776
O	1.5936	1.8611	-7.4463
O	5.1951	4.4623	24.1821
O	0.5459	-2.2877	-4.4236
O	7.8869	5.2862	-1.3694
O	2.9097	3.9072	-1.6077
O	1.7345	3.2462	-9.7898
O	2.0816	-0.3407	-3.6159
O	-2.2608	6.5053	16.3152
O	-0.6128	0.5057	-7.8813
O	-1.1407	3.9089	-2.7955
O	2.3607	-0.9502	25.7634
O	7.9913	2.6585	-1.3534
O	0.8379	-1.9647	23.385
O	6.2124	2.0809	23.5364
O	-0.9547	3.6783	-7.6895
O	2.3635	2.3259	-3.6625
O	4.4323	0.7209	-3.6888
O	0.8416	-0.1312	-5.887
O	4.1816	7.0667	-6.9316
O	1.17	-0.9217	-0.5967
O	4.463	0.4635	25.695
O	2.1755	5.1643	18.7652
O	7.151	0.4347	25.7454
O	4.0115	-2.4801	20.2097
O	4.5762	-1.6577	22.6216
O	2.2182	-0.984	21.4482
O	2.4358	7.3477	16.8873
O	5.6564	-1.858	-7.3587
O	0.7805	6.03	23.3426
O	0.4314	3.9292	16.6063
O	0.5503	6.9169	20.0803
O	-0.3002	6.1763	-3.6694
O	3.6978	2.3941	24.1133
O	1.819	0.703	23.3655
O	5.2512	-2.5011	0.8022
O	1.0972	7.3862	0.189
O	7.1841	4.2795	16.1831
O	7.5249	-1.9613	-9.0698
O	5.5178	-0.2759	-9.5652
O	-1.5963	1.0368	24.2188
O	7.6849	2.573	-6.957
O	7.8186	0.5245	22.0544
O	5.9136	-1.6442	24.88
O	5.1844	2.3777	-9.3156
O	-1.4897	2.5241	17.8907
O	4.5102	3.6338	0.4004
O	5.0942	1.9012	-6.7909
O	-1.946	7.0456	24.2109
O	-1.0057	4.0385	-0.1711
O	7.1088	0.2317	-7.5798
O	5.1813	5.4328	-1.4155
O	4.4744	5.8085	19.8199
O	5.0044	6.9923	24.0106
O	5.9612	-1.4144	-3.8199
O	-2.0079	-1.3321	23.5703
O	2.2597	6.5688	-5.3539
O	6.6571	7.2662	-2.551
O	2.1655	7.4138	25.0031
O	1.4355	3.334	23.2549
O	1.5407	4.407	-7.3955
O	2.8346	0.9402	-1.4971
O	2.6893	7.4558	22.322
O	-0.2655	4.5177	19.1384
O	1.6632	7.6669	-7.6879
O	0.4905	6.2793	-9.57

Results
free energy: -157128.431 eV
free energy less fixed offsets of O -570.45, Si -639.56 eV per atom: -0.491 eV

Forces (eV/angstrom), in the order of the atoms: element, x, y, z
Si	0.0167	-0.0175	-0.0114
Si	-0.0187	0.0118	0.0723
Si	0.005	-0.022	0.0692
Si	-0.0112	0.0073	-0.0125
Si	0.0109	0.0074	0.0884
Si	0.0012	-0.0182	0.0875
Si	0.014	-0.0119	0.0375
Si	-0.0078	0.0126	0.0646
Si	0.0042	-0.0013	-0.0083
Si	0.0058	-0.0103	-0.0113
Si	0.0019	0.002	0.0585
Si	-0.0048	0.0076	-0.0091
Si	-0.0035	-0.0006	-0.012
Si	0.0017	0.0027	-0.0108
Si	0.0058	-0.0068	-0.0028
Si	0.0046	-0.0055	-0.0054
Si	0.002	0.0007	0.0055
Si	0.0027	0.0067	0.0021
Si	0.0033	0.0002	0.0029
Si	0.0004	-0.0014	0.0052
Si	0.0091	0.0032	0.0069
Si	-0.0072	-0.0056	0.0002
Si	-0.0092	-0.0044	0.0015
Si	0.0015	-0.0022	0.0065
Si	0.0009	0.0035	0.0026
Si	0.0004	-0.0093	-0.001
Si	-0.0015	0.0068	-0.0005
Si	-0.001	-0.0001	0.0051
Si	-0.0071	-0.0017	0.0017
Si	0.0012	0.0021	0.0012
Si	0.0024	-0.0005	-0.0012
Si	0.0054	-0.0031	-0.0011
Si	0	-0.0026	0.0043
Si	0.0046	0.0013	0.005
Si	-0.0007	0.0013	0.0046
Si	-0.0031	0.0013	0.0052
Si	0.0015	0.0027	0.0045
Si	-0.0017	-0.0028	0.0017
Si	0.0001	-0.0009	0.0046
Si	0.0014	-0.0002	0.0048
Si	-0.0006	-0.0025	0.0031
Si	0.0019	0.0003	0.0048
Si	-0.0003	0.0012	0.0055
Si	-0.0042	0.0006	0.0051
Si	-0.0003	0.0004	0.0041
Si	-0.0007	0.0004	0.0037
Si	0.0005	-0.0019	0.0045
Si	0.0014	0	0.003
Si	0.0004	0.0023	0.003
Si	-0.0017	-0.0021	0.0053
Si	0.0008	0.0001	0.0071
Si	0.0028	-0.0003	0.0052
Si	-0.002	-0.0049	0.0065
Si	0.0022	0.0012	0.0044
Si	0.0017	0.0031	0.0046
Si	0	-0.0011	0.0051
Si	0.0031	0.0003	-0.0022
Si	0.0004	-0.0008	0.0016
Si	0.0006	-0.0022	-0.0002
Si	0.0002	0.0014	-0.004
Si	0.0003	0.0016	0.0012
Si	0.0003	0.0042	-0.0015
Si	0.0003	0.0018	-0.004
Si	0.0006	0.0029	0.0034
Si	-0.0001	-0.0088	0.0081
Si	0.0022	0.0008	0.0035
Si	-0.0007	0.0009	0.0039
Si	-0.0022	-0.0024	0.0085
Si	-0.0042	-0.0026	0.0055
Si	-0.0024	0.0003	0.0123
Si	-0.0034	-0.0016	0.0118
Si	0.0007	-0.0025	0.0057
Si	-0.0046	0.0001	-0.0062
Si	0.0056	-0.0021	-0.0165
Si	-0.0028	0.0046	-0.0128
Si	-0.0017	-0.003	-0.006
Si	0.0106	0.0077	-0.0078
Si	-0.0038	-0.0047	-0.0058
Si	-0.0062	-0.0076	-0.0068
Si	0.0102	0.0094	-0.0098
Si	-0.0066	0.0121	0.0834
Si	0.0168	0.0133	-0.0131
Si	-0.0024	0.0066	-0.0244
Si	0.0207	-0.0032	0.079
Si	-0.0084	0.0011	0.0722
Si	-0.0191	-0.0466	0.0851
Si	-0.0031	-0.0077	-0.0132
Si	0.0039	0.0087	-0.015
Si	0.0151	-0.0037	-0.0572
Si	-0.0044	0.0163	-0.0298
Si	-0.0147	-0.0295	0.0842
Si	-0.0171	0.0017	0.0165
Si	-0.0146	-0.0062	0.0644
Si	-0.0005	0.0121	0.062
Si	-0.0009	0.0103	-0.0494
Si	0.0151	-0.0026	0.0556
Si	0.0165	-0.0007	-0.0742
Si	0.0063	0.0415	-0.0003
Si	-0.0088	0.0038	0.0094
Si	-0.006	0.0046	-0.067
Si	-0.0196	-0.014	-0.0914
Si	-0.0024	0.0355	0.0619
Si	-0.008	-0.0054	-0.0812
Si	-0.0032	-0.0146	-0.0667
Si	-0.0101	-0.0489	0.0823
Si	-0.0072	0.0043	-0.089
Si	-0.0116	0.0248	0.0847
Si	-0.0046	0.0134	0.0025
Si	0.0129	0.0016	0.0171
Si	0.011	0.0002	-0.0811
Si	-0.0297	0.0031	0.1028
Si	0.0057	0.0288	0.0111
Si	-0.0034	-0.0054	-0.0728
Si	-0.0313	0.0038	0.116
Si	0.01	-0.0062	-0.0491
Si	0.0154	0.0073	0.1039
Si	0.0128	0.0125	0.0603
Si	-0.0088	-0.011	-0.0416
Si	0.0034	0.0023	-0.0701
Si	-0.0077	-0.0028	-0.1103
Si	0.0157	0.0077	-0.0543
Si	0.0081	0.0033	-0.0821
Si	0.0192	0.0105	0.0009
Si	0.0049	0.0049	-0.0368
Si	-0.0142	0.0073	0.0166
Si	-0.0085	0.0169	-0.0883
Si	0.0033	-0.0155	-0.0892
Si	-0.0075	0.0037	-0.0489
Si	-0.0111	0.0019	0.0815
Si	0.0221	0.0137	-0.0186
Si	0.0202	0.0261	0.066
Si	0.0057	-0.0156	-0.0815
Si	0.0185	-0.005	0.0131
Si	-0.0008	0.0054	0.0124
Si	0.0076	0.0147	-0.086
Si	-0.0098	-0.0043	0.0158
Si	-0.026	-0.0016	-0.0764
Si	0.0012	-0.0004	-0.0766
Si	-0.0046	-0.0026	-0.0877
Si	-0.0107	-0.0151	0.0055
Si	0.0009	-0.0205	-0.0909
Si	0.0072	0.0112	-0.0888
Si	-0.0027	0.0047	-0.0485
Si	0.0141	-0.0071	0.086
O	-0.0199	-0.0026	-0.002
O	0.0341	-0.0185	-0.0737
O	-0.0033	0.0238	-0.0229
O	-0.0083	0.0006	-0.0982
O	-0.0287	0.0034	-0.0369
O	-0.016	0.0065	0.0136
O	-0.0068	0.0037	-0.0159
O	0.0088	-0.0047	-0.0243
O	-0.0163	0.016	-0.1042
O	0.0192	-0.0114	0.0528
O	0.0161	-0.0122	0.0345
O	-0.0059	0.0169	-0.0381
O	-0.0156	0.0007	0.0152
O	0.0048	-0.0097	0.0293
O	-0.0263	0.0163	-0.05
O	0.0235	-0.0059	-0.0406
O	0.0049	-0.0116	-0.0341
O	-0.0053	-0.0006	0.0543
O	0.0095	-0.0001	0.0288
O	-0.0071	-0.0017	0.0006
O	-0.0003	0.0096	-0.0176
O	-0.005	0.0089	0.0308
O	0.0023	-0.0025	-0.0269
O	-0.002	0.0087	0.0296
O	-0.0013	-0.0061	0.0272
O	0.0058	-0.0058	-0.0265
O	0.0172	-0.0188	-0.0449
O	-0.0184	-0.0025	0.0227
O	-0.0081	-0.0018	0.0269
O	-0.0065	-0.0197	-0.0503
O	0.0057	-0.0072	0.0267
O	-0.0083	0.0031	-0.0177
O	0.0249	-0.0111	0.0036
O	-0.0148	-0.0027	0.0001
O	-0.0007	0.0093	0.0412
O	0.0288	0.0047	-0.0354
O	0.0069	-0.0062	0.021
O	0.0082	-0.0144	0.0296
O	-0.0013	-0.0021	0.0147
O	-0.0024	-0.0167	0.0386
O	0.0053	-0.0202	-0.0351
O	-0.0102	0.0085	-0.0372
O	0.0038	-0.0066	-0.0042
O	-0.0011	-0.007	0.0291
O	0.0021	-0.0075	-0.0296
O	-0.0116	-0.0145	0.0236
O	0.0044	-0.01	0.0222
O	-0.011	-0.0109	-0.0236
O	-0.0088	0.0133	0.0437
O	0.005	-0.0022	0.0273
O	0.0017	0.0001	0.0379
O	-0.0012	0.0003	0.007
O	0.0085	-0.0216	-0.0346
O	-0.0206	-0.0024	-0.0146
O	0.0037	0.0014	0.0668
O	0.001	0.0043	0.0002
O	0.0025	0.0033	-0.0925
O	0.0098	-0.006	0.0471
O	0.0143	-0.0036	-0.0271
O	-0.0106	0.0146	0.0291
O	-0.001	0.0065	-0.0301
O	0.0045	-0.0069	0.031
O	-0.0098	0.0024	0.0367
O	0.0134	0.0112	0.0267
O	0.0042	0.0011	0.0027
O	-0.0032	-0.0005	-0.0111
O	0.0058	-0.0146	0.0461
O	-0.0068	0.0104	0.0166
O	-0.0062	-0.0184	-0.0344
O	-0.0058	0.0042	0.0319
O	-0.0025	0.0013	-0.0133
O	-0.0083	-0.0073	0.0396
O	0.0097	-0.0006	-0.0037
O	0.0248	-0.002	0.03
O	-0.0079	0.0017	0.017
O	-0.0003	0.025	-0.0475
O	-0.0044	-0.0214	0.0318
O	0.0045	0.0109	0.0297
O	0.0151	-0.0135	-0.1022
O	0.0113	0.0079	0.0077
O	0.0029	0.0038	-0.0035
O	0.0229	0.0104	0.044
O	0.0021	0.0034	0.0302
O	0.0018	-0.0034	-0.0445
O	-0.0273	0.0393	-0.0669
O	-0.0067	0.0124	-0.0768
O	-0.0311	0.02	0.0365
O	0.0118	-0.0078	0.0374
O	-0.0045	0.0076	0.0557
O	-0.0114	-0.0097	0.0323
O	0.0102	-0.0031	0.0166
O	-0.0011	0.0263	0.0492
O	-0.0014	0.0086	0.0336
O	0.0006	-0.0309	-0.024
O	0.0216	-0.0161	-0.0854
O	0.0129	-0.02	0.0474
O	-0.0073	-0.0247	0.0424
O	-0.0291	0.0122	-0.1141
O	-0.0021	0.0277	0.0388
O	-0.0013	-0.0255	-0.0322
O	0.0048	-0.0059	-0.0062
O	0.0084	-0.0108	0.0431
O	-0.0051	0.0589	0.017
O	0.0052	0.0159	0.0297
O	-0.0015	-0.0085	0.0416
O	0.0015	0.0256	-0.0625
O	0.0111	0.0079	0.0566
O	0.008	-0.0104	0.0278
O	-0.0149	0.0053	0.032
O	0.0248	0.0228	-0.105
O	-0.0081	0.0008	0.0231
O	-0.0238	-0.0261	-0.0465
O	0.0303	0.0047	0.0496
O	-0.0091	-0.004	0.0589

The program warned: the cutoff lies below the one the program advises for these potential files; the forces do not sum to zero within the program's tolerance; empty levels may hold ghost states of the PAW files; the exchange-correlation potential is rough where the density is thin.
